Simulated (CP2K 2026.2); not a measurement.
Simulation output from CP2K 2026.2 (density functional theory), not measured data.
Periodic cell of 432 atoms, Si324O108, from a study of silicon, its oxide and their interface. The atomic structure is a simulated model.
Doubt: the forces sum to 1.61 eV/angstrom along one axis rather than to zero, so they err by at least 0.0037 eV/angstrom per atom on average; the grid cutoff is modest.

Settings: functional PBE; method Gaussian and plane waves; basis set DZVP-MOLOPT-SR-GTH; pseudopotentials GTH-PBE; grid cutoff 300 Ry, relative cutoff 40 Ry; k points Gamma only; occupations fixed; spin none; net charge 0.

Cell vectors (angstrom)
a	16.32	0	0
b	0	16.32	0
c	-2.9349	0.1544	29.443

Atoms and the computed forces on them: element, x, y, z (angstrom), force x, y, z (eV/angstrom)
Si	1.25	-1.042	-0.01	0.093	-0.209	0.685
Si	3.804	1.739	0.101	0.305	-0.325	0.672
Si	1.601	4.03	0.299	-0.251	0.094	0.674
Si	3.838	7.012	0.063	0.204	-0.154	0.783
Si	1.536	-7.172	0.029	-0.081	0.217	0.682
Si	4.343	-4.386	-0.018	-0.267	0.156	0.737
Si	6.953	-1.652	0.151	-0.051	0.123	0.729
Si	9.142	1.516	0.048	0.215	-0.026	0.705
Si	7.02	3.794	0.174	-0.06	0.105	0.751
Si	9.773	6.515	0.167	-0.108	0.133	0.755
Si	6.581	9.699	0.039	0.2	-0.115	0.711
Si	-7.073	-3.774	0.051	0.119	-0.101	0.703
Si	-3.846	-1.39	0.021	-0.191	0.081	0.698
Si	-0.997	1.17	0.008	-0.16	0.147	0.722
Si	-4.307	4.312	0.029	0.118	-0.303	0.701
Si	-1.632	6.901	0.121	0.216	-0.092	0.763
Si	-3.793	-7.123	-0.041	-0.137	0.243	0.728
Si	-1.647	-3.64	0.031	0.059	-0.174	0.753
Si	2.766	0.051	1.372	-0.004	0.009	-0.054
Si	5.441	2.704	1.48	0.002	-0.004	-0.048
Si	2.804	5.516	1.555	0.019	0.029	-0.028
Si	5.438	8.143	1.355	-0.013	0.007	-0.048
Si	2.682	-5.488	1.247	0.017	-0.032	-0.065
Si	5.403	-2.827	1.407	-0.015	-0.002	-0.066
Si	8.066	-0.022	1.426	-0.018	-0.004	-0.034
Si	-5.475	2.665	1.262	-0.025	0.005	-0.055
Si	8.183	5.383	1.437	0.004	-0.01	-0.057
Si	-5.393	8.158	1.359	0.003	-0.014	-0.062
Si	8.163	-5.434	1.328	-0.015	0.011	-0.059
Si	-5.446	-2.619	1.288	0.031	0.005	-0.029
Si	-2.615	0.071	1.352	0.005	0.008	-0.054
Si	-0.002	2.764	1.417	0.009	-0.01	-0.041
Si	-2.795	5.403	1.453	-0.005	0	-0.065
Si	-0.018	8.07	1.385	-0.036	0.001	-0.032
Si	-2.727	-5.401	1.217	0.012	0	-0.037
Si	0.034	-2.617	1.299	0.006	0.003	-0.06
Si	1.393	1.399	2.762	-0.001	0.007	0.039
Si	4.159	4.124	2.841	0.008	-0.015	0.033
Si	1.323	6.793	2.825	0.01	0.006	0.028
Si	4.048	9.514	2.701	0.004	0.01	0.037
Si	1.354	-4.077	2.612	-0.015	-0.016	-0.001
Si	4.076	-1.381	2.701	-0.003	0.009	0.014
Si	6.735	1.295	2.818	0.013	0.018	0.041
Si	9.548	4.009	2.753	0.017	-0.013	0.034
Si	6.807	6.791	2.716	-0.006	-0.007	0.009
Si	9.54	-6.786	2.671	0.007	-0.002	0.011
Si	6.798	-4.137	2.764	0.003	-0.012	0.037
Si	-6.788	-1.322	2.724	-0.005	-0.02	0.027
Si	-4.07	1.381	2.661	-0.02	-0.017	0.003
Si	-1.4	4.063	2.765	0.03	0.013	0.003
Si	-4.105	6.803	2.794	-0.02	0.001	0.047
Si	-1.357	-6.753	2.642	-0.009	-0.008	0.02
Si	-4.109	-4.072	2.622	0	0.013	0.017
Si	-1.3	-1.306	2.737	0.011	0	0.033
Si	0.034	0.033	4.12	-0.004	0.017	-0.012
Si	2.742	2.748	4.129	-0.009	-0.018	-0.009
Si	-0.033	5.413	4.131	0.01	-0.012	0.014
Si	2.705	8.183	4.111	0.028	0	-0.008
Si	0.004	-5.416	4.021	0.011	-0.015	0.001
Si	2.694	-2.735	4.033	0.004	-0.002	0.002
Si	5.397	-0.061	4.14	-0.011	0	0.026
Si	8.156	2.68	4.107	0.002	0.009	-0.012
Si	5.501	5.476	4.161	-0.008	0.002	0.025
Si	8.175	-8.15	4.045	0.004	0.004	-0.003
Si	5.416	-5.476	4.098	-0.009	0	-0.005
Si	8.17	-2.722	4.068	-0.021	0.002	-0.012
Si	-5.412	0.019	4.062	0.003	0.011	0.007
Si	-2.755	2.711	4.1	-0.015	-0.005	-0.007
Si	-5.457	5.415	4.121	-0.007	0.008	-0.009
Si	-2.702	8.2	4.058	0.009	-0.007	-0.017
Si	-5.437	-5.418	4.039	0.007	0.009	-0.003
Si	-2.717	-2.718	4.008	0.009	-0.012	-0.018
Si	1.403	-1.337	16.24	-0.008	0	0.008
Si	4.131	1.396	16.321	0.013	0.002	-0.003
Si	1.353	4.088	16.31	0.009	0.002	0.026
Si	4.061	6.815	16.34	0.004	0.012	0.013
Si	1.39	-6.807	16.368	-0.005	0.013	0.014
Si	4.1	-4.132	16.318	0.012	0.007	0
Si	6.776	-1.395	16.316	0.004	0.007	0.01
Si	-6.803	1.389	16.321	-0.012	-0.002	0.013
Si	6.795	4.07	16.409	-0.016	0.004	0.007
Si	-6.869	6.736	16.308	-0.011	0.001	-0.014
Si	6.811	-6.778	16.355	0.005	-0.02	0.015
Si	-6.782	-4.097	16.317	-0.003	-0.015	-0.006
Si	-4.068	-1.345	16.357	0.002	0.006	0.009
Si	-1.396	1.338	16.257	0.007	-0.002	-0.001
Si	-4.08	4.084	16.29	0.005	-0.018	0.022
Si	-1.316	6.855	16.272	-0.006	0.005	-0.009
Si	-4.112	9.502	16.311	0.017	0.002	0.02
Si	-1.359	-4.072	16.264	-0.003	0.003	0.011
Si	2.762	0.017	17.604	-0.002	-0.007	0
Si	5.434	2.72	17.797	-0.012	-0.016	-0.011
Si	2.684	5.463	17.697	-0.014	-0.001	-0.031
Si	5.43	8.183	17.694	-0.011	-0.001	-0.03
Si	2.76	-5.449	17.742	0.003	-0.008	0.002
Si	5.475	-2.825	17.691	0.028	-0.015	-0.009
Si	8.088	0.04	17.622	0.004	0.01	-0.02
Si	-5.404	2.722	17.691	-0.016	0.008	-0.018
Si	8.156	5.412	17.796	0.014	0.004	0.004
Si	-5.537	8.11	17.614	0.012	0.027	-0.025
Si	8.202	-5.424	17.726	-0.005	-0.003	-0.03
Si	-5.434	-2.74	17.677	0.016	0.003	-0.018
Si	-2.685	0.02	17.718	0.002	-0.007	-0.01
Si	-0.063	2.702	17.588	0.004	0.012	-0.009
Si	-2.704	5.512	17.562	-0.013	-0.003	-0.02
Si	0.03	-8.174	17.725	-0.003	-0.015	-0.009
Si	-2.72	-5.435	17.619	0.002	0.003	-0.031
Si	0.039	-2.693	17.559	-0.018	-0.004	-0.037
Si	1.336	1.359	18.904	0.001	0.005	0.024
Si	4.018	4.114	19.093	0.006	-0.004	0.048
Si	1.36	6.798	19.15	0	-0.004	0.038
Si	4.143	-6.773	19.144	0.014	-0.012	0.036
Si	1.329	-4.045	18.967	-0.007	0.003	0.062
Si	4.036	-1.463	18.927	-0.038	-0.016	0.02
Si	6.748	1.285	19.153	-0.003	0.019	0.053
Si	-6.769	4.021	19.136	0.015	0.004	0.059
Si	6.742	6.809	19.09	-0.004	0.014	0.055
Si	-6.837	9.434	19.058	-0.035	-0.006	0.036
Si	6.905	-4.068	19.161	-0.011	0.038	0.044
Si	9.49	-1.313	18.901	0	0.006	0.054
Si	-3.998	1.419	19.094	0.024	0.003	0.049
Si	-1.352	4.173	18.901	0.024	-0.006	0.024
Si	-4.147	6.77	18.911	0.013	-0.028	0.048
Si	-1.369	-6.798	18.998	-0.008	0.014	0.041
Si	-4.051	-4.086	19.029	0.012	0.004	0.051
Si	-1.248	-1.357	18.987	0.011	0.009	0.044
Si	0.335	-0.199	20.328	-0.243	0.042	-0.673
Si	2.349	2.95	20.262	0.163	-0.021	-0.708
Si	0.152	5.177	20.404	-0.057	0.285	-0.703
Si	2.974	7.959	20.433	-0.181	0.128	-0.738
Si	-0.214	-5.201	20.272	0.074	-0.198	-0.745
Si	2.458	-2.506	20.319	0.095	-0.095	-0.72
Si	5.496	-0.386	20.346	-0.033	0.28	-0.602
Si	8.493	2.317	20.396	-0.242	0.215	-0.801
Si	5.144	5.697	20.415	0.092	-0.111	-0.719
Si	7.876	8.341	20.459	0.194	-0.043	-0.727
Si	5.761	-5.643	20.485	-0.156	0.086	-0.736
Si	7.985	-2.312	20.386	0.031	-0.267	-0.685
Si	-5.595	0.135	20.231	0.245	-0.061	-0.727
Si	-2.846	3.12	20.31	-0.017	-0.257	-0.647
Si	-5.157	5.222	20.38	-0.176	0.083	-0.776
Si	-3.012	-7.974	20.174	0.194	-0.06	-0.74
Si	-5.182	-5.749	20.242	-0.086	0.139	-0.738
Si	-2.367	-2.968	20.248	-0.188	0.094	-0.802
Si	3.384	-4.216	-2.967	0.019	0.009	0.087
Si	5.051	5.062	-2.017	-0.005	-0.009	0.154
Si	-3.978	3.211	-2.838	-0.047	0.12	0.082
Si	-6.341	-0.626	-4.923	0.098	0.159	-0.109
Si	-3.571	-0.917	22.219	-0.082	0.012	-0.119
Si	7.457	-7.101	-2.909	0.02	-0.021	0.11
Si	2.666	-1.422	-2.851	0.01	0.079	0.143
Si	-5.63	-4.723	23.092	-0.095	-0.019	-0.083
Si	-0.005	5.294	-2.017	-0.072	-0.057	0.144
Si	6.833	2.246	22.848	0.075	-0.103	0.03
Si	7.875	-2.483	-4.335	-0.121	-0.086	0.103
Si	-2.376	-7.53	-5.024	-0.039	-0.057	0.002
Si	-6.756	-4.72	-2.868	-0.011	0.008	0.063
Si	-7.229	6.722	-2.76	-0.011	0.008	0.06
Si	-1.476	1.337	22.302	0.091	-0.011	-0.029
Si	7.157	4.637	-3.854	-0.038	0.019	0.042
Si	5.831	-0.955	-2.686	-0.055	-0.09	-0.034
Si	-7.368	-2.559	23.35	0.042	-0.02	-0.075
Si	-1.278	7.037	22.381	0.056	-0.074	-0.098
Si	-4.055	-6.114	-2.956	0.036	-0.061	0.095
Si	4.119	1.384	22.272	-0.012	-0.111	-0.076
Si	0.4	7.424	-4.273	-0.098	0.061	-0.107
Si	-5.362	0.418	-2.139	0.026	0.007	0.17
Si	5.256	-5.898	-4.754	-0.008	0.096	0.033
Si	5.904	4.861	23.342	-0.027	-0.08	-0.192
Si	1.008	-7.065	22.433	0.077	0.001	-0.102
Si	-1.186	2.475	-2.834	0.115	-0.091	0.134
Si	1.029	-6.31	-2.871	-0.076	0.045	0.116
Si	1.333	1.143	-4.012	0.031	-0.004	0.035
Si	6.256	1.704	-4.125	-0.059	0.107	-0.092
Si	-6.599	6.983	22.613	-0.128	-0.088	-0.157
Si	4.032	-4.075	22.638	-0.003	0.021	-0.124
Si	3.77	2.413	-2.733	0.109	-0.068	0.087
Si	-1.347	-4.431	-2.846	0.035	-0.026	0.034
Si	-1.742	-2.479	-5.151	0.007	-0.144	0.099
Si	-5.181	5.663	-4.46	-0.026	-0.085	0.03
Si	1.369	-1.374	5.44	0.01	0.004	0.01
Si	4.068	1.346	5.473	0.005	0.006	0.015
Si	1.352	4.077	5.479	0.006	0.002	0.019
Si	4.08	6.82	5.464	-0.011	0.005	0.011
Si	1.346	9.558	5.433	-0.011	0.006	0.011
Si	4.065	-4.076	5.421	-0.001	-0.001	0.007
Si	6.807	-1.39	5.457	0.011	-0.015	0.014
Si	9.537	1.345	5.452	0.002	-0.005	0.009
Si	6.836	4.073	5.479	0.012	-0.001	0.014
Si	-6.816	6.802	5.44	-0.006	-0.011	0.012
Si	6.803	-6.82	5.435	-0.005	-0.003	0.01
Si	-6.794	-4.08	5.424	0	-0.003	0.003
Si	-4.064	-1.367	5.405	0.005	-0.002	0.002
Si	-1.369	1.365	5.453	0.016	0.008	0.009
Si	-4.082	4.08	5.473	-0.011	-0.001	0.016
Si	-1.371	6.825	5.445	-0.017	0.011	0.007
Si	-4.079	-6.778	5.411	-0.002	-0.003	0.014
Si	-1.365	-4.07	5.393	0	0.007	0.004
Si	2.714	-0.017	6.823	-0.004	0.004	0.001
Si	5.447	2.711	6.811	-0.003	-0.007	-0.004
Si	2.719	5.449	6.815	-0.002	-0.002	0.001
Si	5.447	-8.157	6.82	0.006	-0.006	0.002
Si	2.711	-5.421	6.8	0.003	0.005	-0.001
Si	5.434	-2.739	6.804	0.003	0.001	-0.002
Si	8.168	-0.014	6.804	0.003	-0.005	-0.005
Si	-5.442	2.715	6.82	0	0.008	0.003
Si	-8.147	5.445	6.83	-0.003	0.002	-0.001
Si	-5.438	-8.149	6.778	-0.001	-0.003	-0.005
Si	-8.157	-5.444	6.784	0	0.008	-0.002
Si	-5.429	-2.719	6.778	-0.001	-0.003	-0.005
Si	-2.721	-0.012	6.795	0	-0.005	-0.006
Si	-0.012	2.717	6.825	-0.003	0.001	0.005
Si	-2.723	5.458	6.812	0.005	0	0.002
Si	-0.001	8.179	6.795	0.012	-0.002	-0.003
Si	-2.716	-5.427	6.776	0.005	-0.002	-0.006
Si	-0.01	-2.725	6.784	-0.003	-0.002	-0.004
Si	1.351	1.348	8.175	-0.009	-0.01	-0.007
Si	4.081	4.075	8.162	0.001	0	-0.01
Si	1.357	6.816	8.16	0.003	0.008	-0.007
Si	4.078	-6.786	8.157	0.005	0.004	-0.003
Si	1.352	-4.071	8.16	0.006	0	-0.008
Si	4.089	-1.367	8.172	0.001	0.001	-0.008
Si	6.809	1.352	8.165	0.006	0.016	-0.007
Si	-6.792	4.081	8.181	0.005	0.003	0
Si	6.799	6.796	8.178	-0.005	-0.011	-0.003
Si	-6.797	-6.798	8.15	-0.007	-0.008	-0.007
Si	6.802	-4.095	8.157	-0.011	0	0
Si	-6.791	-1.373	8.155	0.004	-0.002	-0.003
Si	-4.076	1.35	8.163	-0.004	-0.002	-0.008
Si	-1.363	4.094	8.172	0.009	0.001	-0.006
Si	-4.091	6.814	8.161	0	-0.003	0.002
Si	-1.367	-6.789	8.151	0	0	-0.008
Si	-4.075	-4.077	8.146	0.005	0.002	-0.004
Si	-1.36	-1.365	8.155	-0.006	-0.001	-0.003
Si	-0.008	-0.01	9.529	0.002	-0.001	0
Si	2.721	2.716	9.522	0.002	0.003	-0.003
Si	0.004	5.453	9.524	-0.002	0	-0.001
Si	2.722	-8.151	9.515	-0.002	-0.013	-0.001
Si	-0.002	-5.438	9.514	0	-0.001	0.001
Si	2.72	-2.721	9.524	-0.007	0.004	0.002
Si	5.45	-0.004	9.528	0.004	-0.004	-0.001
Si	-8.162	2.718	9.526	-0.003	0	0.002
Si	5.439	5.431	9.526	-0.003	0.003	0.002
Si	-8.155	-8.156	9.52	0	0.002	0
Si	5.443	-5.444	9.525	0.002	-0.002	0
Si	-8.155	-2.729	9.514	-0.001	0.003	-0.002
Si	-5.44	-0.008	9.517	-0.001	0.002	-0.002
Si	-2.723	2.722	9.521	-0.002	0.002	-0.004
Si	-5.438	5.447	9.53	-0.004	-0.007	0.001
Si	-2.725	-8.148	9.517	0.001	0	-0.003
Si	-5.436	-5.438	9.511	0.007	0.005	-0.004
Si	-2.72	-2.722	9.514	0.007	0.006	-0.004
Si	1.36	-1.364	10.886	0.002	0.01	0.002
Si	4.087	1.36	10.885	0	-0.003	0.005
Si	1.369	4.089	10.878	-0.003	0.003	0.005
Si	4.079	-9.52	10.869	0	-0.003	0.002
Si	1.36	-6.796	10.875	0.002	0.005	0.002
Si	4.085	-4.08	10.881	0	0.005	0
Si	6.815	-1.363	10.882	0.005	-0.001	0.004
Si	-6.803	1.35	10.875	0.006	0.003	0
Si	-9.522	4.076	10.889	-0.006	-0.003	0.004
Si	-6.803	-9.516	10.886	-0.003	-0.003	-0.001
Si	-9.52	-6.808	10.885	-0.004	-0.003	0.001
Si	-6.8	-4.088	10.878	-0.005	0.001	0
Si	-4.082	-1.366	10.875	0.004	0	-0.002
Si	-1.361	1.364	10.88	0.003	-0.001	0.001
Si	-4.084	4.078	10.885	0.002	0.006	0.003
Si	-1.366	6.808	10.877	0.001	0.003	0.005
Si	-4.081	-6.792	10.885	0	-0.007	0
Si	-1.357	-4.078	10.874	-0.006	-0.001	0
Si	2.722	0	12.237	-0.008	-0.003	0.009
Si	5.446	2.716	12.256	0.002	0.006	0.011
Si	2.734	5.444	12.242	0.001	0.01	0.003
Si	5.435	-8.174	12.237	-0.007	-0.013	0
Si	2.729	-5.446	12.235	0.002	-0.001	0.008
Si	5.454	-2.723	12.236	0.005	0.011	0.003
Si	8.171	-0.003	12.252	0.004	0.009	-0.003
Si	-5.457	2.715	12.233	-0.008	-0.01	-0.002
Si	-8.173	5.449	12.244	0.007	0.007	0.005
Si	-5.44	-8.16	12.243	0	0.008	0
Si	-8.158	-5.45	12.241	-0.008	-0.007	0.002
Si	-5.445	-2.722	12.237	0.003	-0.001	0.002
Si	-2.727	0.001	12.228	-0.007	-0.003	0.004
Si	0.006	2.73	12.231	0.004	0	0.009
Si	-2.725	5.444	12.238	-0.001	-0.009	0.005
Si	-0.001	8.165	12.233	-0.001	-0.007	0.005
Si	-2.716	-5.426	12.239	0.015	0.014	0.001
Si	0.007	-2.733	12.243	-0.003	0	0.002
Si	1.374	1.379	13.591	0.004	0	-0.005
Si	4.096	4.091	13.615	0	0.002	0.005
Si	1.368	6.808	13.588	-0.004	0	0.002
Si	4.084	-6.812	13.594	-0.003	-0.001	-0.009
Si	1.378	-4.093	13.603	-0.001	-0.002	0.003
Si	4.093	-1.36	13.587	0.004	-0.001	-0.005
Si	6.814	1.359	13.616	-0.003	-0.008	0.003
Si	-6.819	4.079	13.59	-0.004	0.001	-0.004
Si	6.778	-9.528	13.618	-0.006	0.007	0.004
Si	-6.811	-6.818	13.607	0.007	-0.006	0.007
Si	6.807	-4.087	13.601	-0.001	0.003	-0.001
Si	9.527	-1.367	13.615	-0.001	0.006	0
Si	-4.102	1.349	13.586	-0.001	0.012	0.004
Si	-1.361	4.084	13.589	0.001	0.002	-0.003
Si	-4.084	6.8	13.605	0.001	-0.002	0.002
Si	-1.35	9.535	13.592	-0.007	0	0.003
Si	-4.085	-4.073	13.597	-0.004	-0.002	0.001
Si	-1.362	-1.36	13.576	0.002	0.004	0.001
Si	0.004	0.005	14.916	-0.001	0.004	-0.015
Si	2.737	2.734	14.967	-0.008	-0.003	-0.006
Si	0.01	5.447	14.937	-0.004	-0.005	-0.003
Si	2.719	8.165	14.964	0	-0.003	-0.001
Si	0.027	-5.455	14.971	0.008	-0.006	-0.002
Si	2.761	-2.739	14.947	0.009	0.006	-0.01
Si	5.445	-0.007	14.959	0.006	0.003	-0.008
Si	8.15	2.746	14.984	0.008	0.012	-0.007
Si	5.441	5.435	15.017	0.004	-0.008	-0.003
Si	8.131	-8.168	14.976	-0.004	0.009	-0.011
Si	5.454	-5.465	14.95	0.001	-0.014	-0.009
Si	8.165	-2.732	14.968	-0.002	-0.007	-0.009
Si	-5.443	0.001	14.983	0.007	-0.004	-0.001
Si	-2.743	2.717	14.922	-0.013	-0.002	-0.013
Si	-5.462	5.428	14.947	0.009	0.007	-0.008
Si	-2.72	8.183	14.942	0.002	0.01	-0.009
Si	-5.443	-5.45	14.944	0.001	-0.001	-0.015
Si	-2.729	-2.697	14.949	-0.014	-0.004	-0.002
O	-3.681	-1.155	23.816	0.479	0.425	0.587
O	2.894	2.107	21.541	-0.104	-0.056	0.18
O	1.236	4.018	20.837	0.025	-0.057	0.345
O	6.709	-1.374	20.853	-0.026	0.063	0.559
O	-5.623	-0.348	-3.518	0.142	-0.461	0.135
O	-4.41	-6.684	-1.48	-0.275	-0.223	-0.13
O	-1.33	-4.117	20.78	-0.202	-0.158	0.574
O	1.429	-1.323	20.832	0.092	-0.044	0.314
O	-5.447	5.42	-0.341	-0.015	0.099	-0.512
O	7.071	-7.299	-1.352	0.073	-0.323	-0.019
O	5.486	2.185	21.947	0.098	0.353	-0.397
O	-5.895	-5.171	21.58	-0.343	0.24	0.112
O	5.477	-5.497	-0.394	0.021	-0.142	-0.088
O	-1.867	2.721	21.567	0.202	0.478	0.07
O	6.199	4.448	-1.06	-0.072	0.015	-0.275
O	4.063	6.828	20.919	0.154	-0.064	0.178
O	5.169	-4.879	21.804	0.176	0.227	0.355
O	-2.828	-2.182	21.581	0.136	-0.133	0.476
O	-2.51	7.51	21.466	-0.213	-0.049	0.087
O	-2.65	8.075	-0.393	-0.098	-0.032	-0.145
O	-3.99	4.167	20.865	0.058	0.24	0.663
O	8.087	2.691	-0.418	0.091	0.088	-0.436
O	0.119	0.06	-0.457	0.19	0.234	-0.395
O	-0.613	5.689	21.766	-0.143	-0.302	0.469
O	-6.184	-1.747	24.12	-0.273	0.428	0.175
O	0.551	-5.763	21.593	0.317	0.131	0.534
O	-6.894	6.308	24.056	0.355	-0.197	0.249
O	6.97	5.888	23.937	-0.118	0.562	-0.253
O	5.812	5.035	21.748	0.283	-0.429	-0.071
O	-4.37	-0.528	-1.269	0.01	-0.102	-0.422
O	-7.22	7.085	-1.192	-0.387	0.05	-0.136
O	1.188	4.9	-1.012	0.304	0.017	-0.174
O	-0.898	-4.108	-1.333	0.626	0.002	-0.027
O	-7.911	5.263	-3.023	0.096	-0.48	0.113
O	-3.577	-7.335	-3.932	-0.375	-0.601	-0.077
O	4.226	-0.972	-2.899	0.036	0.168	-0.14
O	-6.698	1.201	20.781	0.029	-0.072	0.676
O	4.599	-4.675	-3.923	0.175	0.35	-0.184
O	2.377	-5.454	-2.882	0.079	-0.216	0.295
O	-5.758	5.941	21.713	-0.231	-0.22	0.322
O	4.674	2.064	-4.033	-0.435	-0.001	-0.752
O	4.502	-0.066	21.642	-0.393	-0.393	0.051
O	0.747	-6.747	-1.335	-0.4	0.187	0.017
O	3.897	-3.811	-1.477	-0.272	0.331	-0.085
O	-0.526	3.931	-2.674	-0.12	0.07	-0.269
O	-2.743	0.414	21.975	-0.166	-0.065	-0.011
O	-1.151	6.079	-1.195	-0.256	-0.318	-0.307
O	-7.445	-2.55	21.73	0.522	0.114	-0.032
O	0.517	6.291	-3.147	0.228	0.007	0.029
O	4.66	-3.053	23.701	0.17	0.195	-0.026
O	7.626	-1.825	23.855	-0.422	-0.241	-0.183
O	-4.819	1.885	-2.5	-0.352	0.176	0.214
O	-6.452	-4.404	-1.311	0.338	-0.161	-0.011
O	6.144	-1.049	-1.111	-0.199	0.167	0.021
O	-7.876	-1	-4.646	-0.383	0.276	-0.007
O	6.831	-6.807	20.973	-0.126	0.175	0.426
O	1.242	-7.592	-3.824	0.482	0.031	-0.28
O	2.6	2.819	-0.129	-0.057	-0.075	-0.097
O	-7.902	-5.826	-3.045	-0.066	0.152	-0.126
O	3.773	1.404	23.837	0.301	-0.379	0.037
O	-5.686	6.664	-3.282	0.451	0.41	0.146
O	-0.148	-8.157	22.337	0.028	0.263	0.266
O	6.489	3.43	23.874	0.148	-0.104	0.629
O	1.741	-0.388	-3.679	-0.497	-0.169	-0.263
O	7.162	0.835	23.56	0.41	0.098	-0.145
O	2.359	-7.683	21.786	0.261	0.056	0.702
O	-1.286	1.57	23.873	0.197	0.299	-0.034
O	6.526	-2.211	-3.466	-0.319	-0.253	-0.256
O	2.231	2.129	-3.098	-0.294	0.45	0.018
O	-2.823	-5.074	-2.826	-0.032	0.056	-0.187
O	4.266	1.501	-1.46	0.211	-0.246	-0.284
O	-4.043	-6.826	20.718	-0.075	0.077	0.252
O	2.614	-2.901	-3.519	-0.309	-0.212	-0.195
O	-3.642	3.907	-1.406	0.219	-0.026	0.011
O	-2.609	2.727	-3.561	-0.082	-0.225	-0.831
O	-5.008	-0.694	21.513	-0.358	-0.361	0.447
O	-6.708	0.671	-1.272	-0.218	-0.356	-0.266
O	3.192	-5.157	23.47	0.026	0.091	-0.255
O	-0.224	-5.444	-3.409	0.15	-0.286	-0.424
O	3.098	-3.245	21.618	0.086	0.042	0.317
O	-5.746	-8.037	23.014	0.385	0.247	-0.557
O	-2.797	-2.562	-0.461	0.118	0.151	-0.35
O	-7.045	-4.135	23.677	-0.526	-0.368	-0.052
O	6.135	-6.829	-3.782	-0.191	-0.214	0.139
O	-7.871	7.52	21.757	-0.217	-0.022	0.205
O	8.005	2.784	21.884	0.101	0.238	0.381
O	8.101	-2.686	-0.404	0.035	-0.057	-0.215
O	5.807	5.409	-3.404	-0.479	0.594	-0.447
O	-8.109	7.892	-3.451	0.026	-0.079	-0.517
O	-0.216	1.492	-3.681	-0.218	-0.105	-0.239
O	-5.377	-5.325	-3.472	0.069	-0.026	-0.722
O	4.404	6.353	-1.318	-0.117	0.044	-0.225
O	-4.947	-5.866	23.981	0.606	0.206	0.429
O	-4.774	4.24	-3.798	-0.355	-0.149	0.142
O	6.489	0.438	-3.166	0.322	0.089	0.401
O	2.713	8.096	-0.421	-0.033	-0.031	-0.432
O	-1.389	-3.049	-3.693	0.252	0.433	0.289
O	7.06	3.026	-3.628	0.372	-0.097	0.45
O	-0.183	0.606	21.661	0.315	-0.036	0.305
O	2.056	-1.516	-1.346	0.039	-0.468	-0.115
O	-7.326	-3.367	-3.55	0.093	0.14	-0.19
O	-1.138	7.928	-4.448	-0.171	-0.041	0.312
O	-4.564	-3.511	23.183	0.235	0.045	-0.27
O	1.206	-6.672	23.98	-0.202	-0.281	0.585
O	-1.522	1.82	-1.386	-0.07	-0.143	-0.067
O	3.912	3.973	-2.339	-0.363	0.204	0.14
O	4.448	5.07	24.007	-0.533	0.23	-0.323
O	-1.881	6.892	23.862	-0.037	-0.339	0.139

Results
total energy: -82021.930 eV
total energy less fixed offsets of O -438.25, Si -107.07 eV per atom: -0.250 eV
